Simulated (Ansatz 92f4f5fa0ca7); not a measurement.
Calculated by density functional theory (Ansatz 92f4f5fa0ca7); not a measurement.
Periodic cell of 251 atoms, Si165O86, from a study of silicon, its oxide and their interface. The atomic structure is a simulated model.
Doubt: the cutoff is far below the 930 eV that the study's wrapper takes by default for these files, so forces and energies are approximate.
This geometry differs little from another in the collection (a relaxation step or a small displacement).

Settings
functional: PBE
potential files: Ansatz PAW
basis: plane waves
wave-function cutoff: 580 eV
density cutoff ratio: 5
exchange-correlation grid ratio: 1
k mesh: 1 x 1 x 1, Gamma-centred
self-consistency stop: 5e-08 eV per atom in the density residual
occupations: fixed
spin: none
net charge: 0

Cell vectors (angstrom)
a  10.938  0  0
b  0  10.938  0
c  0  0  37.3331

Atoms: element, x, y, z (angstrom)
Si  0  0  0.683
Si  5.469  0  0.683
Si  2.7345  2.7345  0.683
Si  8.2035  2.7345  0.683
Si  0  5.469  0.683
Si  5.469  5.469  0.683
Si  2.7345  8.2035  0.683
Si  8.2035  8.2035  0.683
Si  1.3673  1.3673  2.0503
Si  6.8362  1.3673  2.0503
Si  4.1018  4.1018  2.0503
Si  9.5708  4.1018  2.0503
Si  1.3673  6.8362  2.0503
Si  6.8362  6.8362  2.0503
Si  4.1018  9.5708  2.0503
Si  9.5708  9.5708  2.0503
Si  2.7345  0  35.2816
Si  8.2035  0  35.2816
Si  0  2.7345  35.2816
Si  5.469  2.7345  35.2816
Si  2.7345  5.469  35.2816
Si  8.2035  5.469  35.2816
Si  0  8.2035  35.2816
Si  5.469  8.2035  35.2816
Si  4.1018  1.3673  36.6488
Si  9.5708  1.3673  36.6488
Si  1.3673  4.1018  36.6488
Si  6.8362  4.1018  36.6488
Si  4.1018  6.8362  36.6488
Si  9.5708  6.8362  36.6488
Si  1.3673  9.5708  36.6488
Si  6.8362  9.5708  36.6488
Si  -0.1414  -0.8923  26.875
Si  5.8327  -0.3851  27.1305
Si  2.3877  3.7145  26.8905
Si  7.6745  3.2015  27.4048
Si  0.3654  5.0788  27.0666
Si  6.0447  5.0166  27.3377
Si  2.0039  8.8316  27.119
Si  7.4724  8.7079  27.2268
Si  1.1732  1.3696  28.3315
Si  6.7391  1.3438  28.5009
Si  4.0908  4.2981  28.4144
Si  9.5611  4.1695  28.4608
Si  1.2756  6.8859  28.3309
Si  6.7357  6.9025  28.5022
Si  3.9486  9.6337  28.3617
Si  9.2916  9.4328  28.5475
Si  2.6021  0.0401  29.7522
Si  8.1826  0.091  29.877
Si  -0.0576  2.7749  29.8038
Si  5.2829  2.7139  29.7834
Si  2.7297  5.6415  29.7899
Si  8.2095  5.5719  29.8371
Si  -0.156  8.1109  29.823
Si  5.2936  8.244  29.8087
Si  3.9613  1.3793  31.1939
Si  9.5661  1.4142  31.2318
Si  1.365  4.1673  31.116
Si  6.7721  4.1045  31.0901
Si  4.0425  6.8988  31.2607
Si  9.5188  6.8255  31.3043
Si  1.2727  9.544  31.1129
Si  6.755  9.6067  31.1459
Si  -0.0183  0.0002  32.5396
Si  5.3979  0.0222  32.5315
Si  2.6731  2.7834  32.5447
Si  8.1466  2.7731  32.5328
Si  -0.0049  5.4541  32.5694
Si  5.448  5.4711  32.5265
Si  2.6549  8.248  32.5656
Si  8.1316  8.2456  32.5568
Si  1.3544  1.3676  33.9088
Si  6.8116  1.365  33.8989
Si  4.0922  4.1008  33.9077
Si  9.5528  4.0907  33.9163
Si  1.3524  6.8302  33.9277
Si  6.8184  6.8285  33.9126
Si  4.0783  9.5727  33.9169
Si  9.5532  9.5726  33.9114
Si  2.7539  0.0012  3.4195
Si  8.2111  0.0012  3.4299
Si  0.0129  2.7301  3.411
Si  5.4861  2.7349  3.4159
Si  2.7532  5.4751  3.4244
Si  8.236  5.4787  3.405
Si  0.0113  8.1911  3.4234
Si  5.4832  8.2094  3.3982
Si  4.1688  1.3276  4.789
Si  9.6226  1.3435  4.7868
Si  1.3983  4.078  4.7772
Si  6.8992  4.0948  4.7497
Si  4.178  6.8189  4.7688
Si  9.6346  6.7787  4.8074
Si  1.3983  9.5514  4.7747
Si  6.8527  9.5379  4.7867
Si  0.0337  -0.0444  6.1652
Si  5.5364  -0.0325  6.2079
Si  2.7928  2.7084  6.0997
Si  8.2808  2.7535  6.1183
Si  0.0573  5.3919  6.2214
Si  5.5977  5.4807  6.1256
Si  2.8156  8.1922  6.0989
Si  8.2326  8.1411  6.1148
Si  1.4447  1.3396  7.4742
Si  7.0109  1.3573  7.4948
Si  4.2298  4.0676  7.3819
Si  9.6059  4.0226  7.6304
Si  1.5189  6.7958  7.4729
Si  6.9756  6.78  7.5803
Si  4.1243  9.518  7.5543
Si  9.5752  9.4739  7.4861
Si  2.7155  -0.0331  8.8986
Si  8.335  -0.026  8.9323
Si  -0.0235  2.4792  8.9058
Si  5.5824  2.7168  8.7649
Si  3.0322  5.5008  8.7889
Si  8.3002  5.4189  9.0915
Si  0.0697  8.0931  8.7692
Si  5.5955  8.1958  8.8757
Si  4.3289  1.2415  10.064
Si  10.2029  0.6731  10.2554
Si  0.9467  3.8589  10.4958
Si  6.6699  4.1579  10.3112
Si  4.5878  6.5726  10.2014
Si  10.0666  6.5122  10.3177
Si  0.9467  9.8417  10.0708
Si  6.6127  9.8816  10.1207
O  2.3301  4.4466  9.8639
O  5.6537  5.3993  10.6902
O  -0.0711  5.1188  10.7575
O  5.3603  -0.0083  10.4714
O  10.1358  7.4032  11.7399
O  1.3104  9.1181  11.5372
O  7.2824  9.3779  11.5583
O  3.88  2.1738  11.3605
O  10.1157  1.1609  11.8566
O  1.4289  3.1235  11.9066
O  3.9585  7.1086  11.6352
O  7.0467  3.3696  11.7249
O  0.1175  11.654  27.2036
O  7.7766  3.0419  25.7263
O  6.1519  5.1808  25.6559
O  10.1138  9.839  25.3388
O  7.98  8.2912  25.6952
O  2.4481  8.8102  25.5246
O  2.8481  3.8152  25.316
O  13.1408  2.1136  27.268
Si  -1.0953  2.354  18.399
Si  12.9662  6.1478  20.1063
Si  7.0475  2.3577  13.01
Si  3.5304  2.8719  24.1806
Si  10.6037  5.1026  22.0762
Si  7.8651  4.6123  17.9243
Si  1.7188  0.8986  22.4963
Si  9.8755  12.9342  21.4753
Si  14.2402  8.137  21.6371
Si  5.3768  0.387  24.9191
Si  2.999  3.0912  12.4022
Si  4.5869  1.9608  14.7036
Si  7.338  10.2575  12.9298
Si  2.9639  9.4448  24.1372
Si  0.2878  0.642  16.0474
Si  10.3611  5.6873  24.9724
Si  5.7863  3.7028  22.406
Si  -1.6399  -2.4312  24.7519
Si  7.0114  11.8833  22.3939
Si  7.42  4.4303  24.9044
Si  6.5382  5.8557  20.326
Si  6.9727  9.134  17.7336
Si  8.5399  7.556  21.8474
Si  0.5112  8.5025  15.4687
Si  5.5713  10.0449  20.4198
Si  9.5969  1.0572  13.407
Si  12.2069  4.3952  17.9523
Si  5.6586  6.3884  17.5971
Si  10.1386  6.4363  17.1777
Si  1.534  -1.9395  19.5629
Si  13.7524  2.1472  16.976
Si  0.6033  7.9332  12.4325
Si  3.5409  7.4925  15.6446
Si  -1.3656  8.6722  19.1405
Si  3.1729  6.2465  12.7861
Si  5.5343  -0.9936  15.2419
Si  3.1326  11.4791  19.5969
O  9.0069  8.5568  20.6542
O  5.9011  2.7613  14.1192
O  8.8339  -0.4004  13.533
O  10.4285  7.3282  24.9005
O  4.8348  0.357  14.6909
O  5.4744  6.4536  19.2277
O  0.146  1.1837  22.2091
O  8.5365  12.407  22.2365
O  1.92  -0.4409  23.4251
O  9.8725  7.1663  18.6094
O  12.8606  8.9113  21.1526
O  3.2491  2.3608  13.844
O  2.5449  -0.8369  18.9006
O  8.6916  8.4599  23.2178
O  8.9259  5.3887  16.9565
O  2.3584  2.1373  23.3321
O  4.7206  11.3172  19.8701
O  12.7926  1.0591  16.2364
O  1.5927  6.6441  12.6424
O  -0.8458  14.5525  21.6378
O  8.7517  5.3606  24.9333
O  1.9787  -3.0391  15.8938
O  9.7338  1.6382  19.873
O  4.363  8.8839  15.5494
O  11.0093  3.4834  18.5754
O  14.3922  4.6548  12.5677
O  6.1921  9.3029  19.1352
O  6.6908  7.6109  17.1836
O  10.9668  9.5162  19.241
O  7.7981  5.2207  19.4617
O  6.7272  10.5995  21.4229
O  4.404  10.1859  24.2721
O  2.1193  3.6032  16.8377
O  4.2778  2.2898  16.2737
O  11.5504  5.6502  17.1861
O  4.5508  12.7528  24.918
O  12.6581  -3.5019  19.1023
O  13.2407  4.8832  19.1252
O  8.5503  9.397  18.088
O  3.2194  8.1062  23.2444
O  6.7393  0.8104  12.5659
O  -0.6576  1.2973  17.2247
O  7.0359  4.1295  23.3645
O  0.3393  8.6329  13.8653
O  11.0951  5.038  23.6475
O  0.8223  5.6767  21.0958
O  6.4386  -0.7546  16.5965
O  6.3809  4.933  17.2615
O  13.3512  0.8367  21.0203
O  4.3608  3.8433  23.172
O  2.9406  1.7732  18.5592
O  0.2542  -0.9801  16.1463
O  5.9915  2.1481  21.9547
O  8.3937  3.0569  18.0133
O  10.7431  1.1327  14.5573
O  4.2171  6.5928  16.8492
O  6.4987  9.4187  14.04
O  5.7728  4.6619  21.1098
O  14.2219  6.6108  21.0508
O  4.6125  -1.9656  21.1767
O  8.5502  2.3108  13.6725
O  3.7031  6.6449  14.2683
O  7.0477  6.9971  21.4022
O  -0.6862  7.5222  15.9825
O  6.7074  11.4575  23.9538
O  9.4099  6.197  21.9976

Results
free energy: -153801.316 eV
free energy less fixed offsets of O -568.88, Si -635.61 eV per atom: -1.986 eV

Forces (eV/angstrom), in the order of the atoms: element, x, y, z
Si  0.0154  -0.0556  0.0152
Si  -0.0109  -0.0161  -0.0036
Si  0.0146  -0.0404  -0.014
Si  0.0217  -0.0351  0.0002
Si  0.0286  -0.0649  -0.0071
Si  0.0221  -0.0289  0.0078
Si  0.011  -0.0285  -0.0107
Si  -0.005  -0.0435  -0.0152
Si  0.1516  -0.0143  -0.028
Si  0.0929  -0.0437  -0.0013
Si  0.0127  -0.0439  0.0235
Si  0.1001  -0.0648  -0.1015
Si  0.1161  -0.0208  -0.0022
Si  0.156  0.018  -0.0783
Si  -0.0025  -0.0093  -0.0999
Si  0.0062  -0.0642  0.1088
Si  -0.033  0.1421  0.0415
Si  -0.0893  0.1106  -0.0652
Si  -0.1406  -0.1132  0.0163
Si  -0.0797  -0.0093  -0.0403
Si  0.0559  0.0348  0.0255
Si  -0.0023  0.0645  -0.0017
Si  -0.1601  -0.0165  0.0153
Si  -0.1438  -0.0363  -0.0341
Si  -0.0113  0.0401  0.0147
Si  -0.0192  0.0576  0.0259
Si  0.0079  0.0373  -0.0219
Si  -0.0118  0.0068  -0.0071
Si  -0.0193  0.034  0.0279
Si  -0.0081  0.0633  0.0224
Si  -0.024  0.0317  -0.0148
Si  0.0037  0.0324  -0.0156
Si  -0.0553  0.1373  -0.0975
Si  -0.0258  -0.0079  0.0241
Si  -0.0512  -0.1147  -0.0533
Si  0.0218  -0.0431  -0.0583
Si  0.0068  -0.0393  -0.0029
Si  0.0146  0.0324  -0.0926
Si  0.0396  0.0401  -0.0722
Si  0.0786  -0.0007  -0.1132
Si  -0.0283  0.0086  -0.1572
Si  -0.0218  -0.0031  0.0164
Si  -0.0097  -0.0199  0.0678
Si  0.0438  -0.0294  -0.0331
Si  -0.0032  0.0097  0.0412
Si  -0.0142  -0.0295  0.029
Si  0.0395  0.0401  -0.0146
Si  -0.0686  0.0038  0.0603
Si  -0.0186  -0.019  -0.0332
Si  0.0229  -0.0377  -0.0366
Si  0.0266  -0.0056  0.0093
Si  0.0268  0.0289  -0.0311
Si  -0.02  -0.016  -0.0052
Si  -0.047  -0.0233  -0.0369
Si  0.0498  0.0073  -0.0435
Si  0.0136  0.0224  0.0096
Si  -0.0021  -0.0358  0.0005
Si  0.0058  0.0233  -0.0157
Si  0.0004  -0.0146  -0.0197
Si  -0.015  0.0128  -0.0136
Si  0.0162  -0.007  -0.0263
Si  0.027  0.0157  0.0068
Si  0.0003  0.0165  -0.015
Si  0.0047  -0.0037  -0.0064
Si  0.0093  -0.0175  0.0222
Si  -0.0058  0.0158  0.0087
Si  -0.0143  0.0134  0.0275
Si  0.0067  -0.0222  -0.009
Si  0.0107  -0.0082  0.0112
Si  0.0002  0.0049  -0.0093
Si  -0.0077  0.0103  -0.0071
Si  -0.0029  0.0126  0.006
Si  0.0009  -0.0002  0.0088
Si  0.002  0.0048  -0.0016
Si  0.0133  0.0023  -0.0012
Si  -0.0031  -0.0024  0.0047
Si  -0.0036  0.0052  -0.0011
Si  0.0012  -0.0062  0.0002
Si  -0.007  0.0037  0.0023
Si  0.0063  0.002  -0.0007
Si  -0.001  0.005  0.0035
Si  0.0009  -0.0071  0.0069
Si  0.0089  -0.0002  0.0045
Si  -0.005  0.0045  -0.0008
Si  0.0012  -0.005  0.0013
Si  0.0062  0.0082  -0.0004
Si  -0.0132  0.0039  0.0041
Si  0.0002  0.0034  -0.009
Si  -0.0008  -0.0194  0.0118
Si  -0.004  0.012  -0.0039
Si  -0.0173  -0.0111  -0.0051
Si  0.0058  0.0081  -0.0067
Si  0.0106  0.0197  -0.0215
Si  0.0176  -0.0301  0.0172
Si  0.0139  0.0053  -0.0013
Si  -0.0076  -0.0049  0.0056
Si  0.0064  -0.0154  -0.0321
Si  0.0129  0.0084  0.0189
Si  -0.0145  -0.0019  -0.0241
Si  0.0291  0.002  0.0237
Si  0.0174  0.0263  0.0117
Si  -0.0208  -0.0131  -0.0278
Si  0.0015  -0.0054  0.0256
Si  -0.0161  0.032  -0.0008
Si  0.0101  -0.0131  -0.0009
Si  -0.0453  -0.0293  0.0663
Si  0.0239  0.0251  0.0396
Si  -0.0089  0.0239  -0.0024
Si  0.0095  -0.0349  0.0437
Si  0.0165  0.0042  0.0269
Si  -0.0024  0.0671  -0.0055
Si  -0.0163  0.0244  0.02
Si  0.0205  -0.0319  0.0749
Si  -0.0049  0.0507  -0.0565
Si  -0.063  -0.0188  0.0069
Si  0.0337  0.0224  -0.0194
Si  -0.0108  -0.0121  -0.0375
Si  0.017  -0.0244  0.0933
Si  0.0329  -0.0039  -0.0185
Si  -0.015  -0.0048  -0.0096
Si  0.1727  -0.1665  0.0869
Si  -0.0609  0.0704  0.0662
Si  -0.0338  0.0725  0.0774
Si  -0.014  0.0239  -0.0214
Si  0.0006  -0.0797  0.1171
Si  -0.0081  -0.051  0.0321
Si  0.0517  -0.1079  0.0375
Si  -0.1375  0.1722  0.1286
O  -0.0147  0.0258  -0.0578
O  -0.0116  0.0265  -0.0652
O  0.0065  0.0192  -0.0881
O  -0.0217  0.0019  -0.1231
O  0.0136  -0.0087  -0.0615
O  -0.0241  0.0299  -0.0668
O  -0.023  -0.0211  -0.1233
O  -0.0001  -0.0007  -0.029
O  0.0316  -0.0377  -0.123
O  -0.0176  0.0034  -0.0612
O  0.0276  0.0072  -0.1028
O  0.0011  0.0297  -0.0428
O  0.0432  -0.123  0.1482
O  -0.0407  0.0435  0.0643
O  0.0352  -0.0526  0.0439
O  0.0469  -0.0319  0.0768
O  0.0045  0.0409  0.0813
O  -0.0717  -0.0057  0.121
O  -0.0211  0.0244  0.0798
O  -0.0393  0.0937  0.1525
Si  0.0222  -0.0095  0.0262
Si  -0.0132  -0.0008  0.0452
Si  -0.0195  -0.0291  0.0888
Si  -0.0086  -0.0158  -0.0439
Si  -0.0114  -0.0052  -0.0324
Si  0.0138  -0.0006  0.0529
Si  -0.0126  0.0202  -0.0785
Si  0.0125  0.0021  0.0093
Si  0.0161  0.0139  -0.0202
Si  0.0564  0.0047  0.0065
Si  0.0177  -0.0387  0.0559
Si  0.0311  -0.0604  0.0866
Si  -0.0261  0.0149  0.1209
Si  0.0319  0.0057  -0.0678
Si  0.0495  0.0178  0.0405
Si  0.0281  -0.0219  0.039
Si  -0.0326  -0.0416  -0.0724
Si  -0.017  0.0278  0.0054
Si  -0.0173  0.032  -0.0235
Si  0.0017  0.0118  -0.0305
Si  0.0131  -0.0094  0.013
Si  -0.037  0.0387  -0.0009
Si  0.0071  -0.0289  -0.0461
Si  0.0515  0.0248  0.0554
Si  -0.0074  0.0078  -0.0024
Si  -0.0139  -0.0121  0.072
Si  0.013  -0.0312  0.011
Si  -0.0402  0.0512  0.0274
Si  -0.005  0.035  0.0327
Si  0.0248  0.0321  0.0062
Si  0.0277  -0.0404  0.0237
Si  0.0019  0.0533  0.0478
Si  0.0321  0.0577  0.0259
Si  -0.0184  0.0015  0.0174
Si  0.0012  -0.0166  0.0986
Si  -0.0265  0.0043  0.0356
Si  -0.0069  0.0036  -0.0169
O  0.0146  0.0051  0.006
O  0.016  0.0062  -0.0707
O  0.0065  0.0103  -0.0434
O  -0.0068  0.0211  0.0138
O  -0.0043  0.0323  -0.0315
O  0.0115  -0.0062  -0.0101
O  0.0067  -0.0086  0.0158
O  -0.0043  -0.0023  0.0217
O  -0.0096  -0.0252  0.0543
O  -0.0009  -0.0209  0.0011
O  -0.0112  -0.0163  -0.003
O  -0.032  0.0281  -0.075
O  -0.0193  -0.0194  -0.0097
O  0.0165  0.0207  0.0432
O  -0.0089  -0.0095  -0.0266
O  0.0152  0.012  0.0331
O  0.0033  0.0021  -0.0024
O  -0.0222  0.0055  -0.0232
O  -0.0212  -0.0055  -0.0316
O  -0.001  0.0022  0.0166
O  -0.0511  -0.0403  0.0168
O  -0.0296  -0.0075  -0.0199
O  -0.0066  0.0052  -0.0356
O  -0.01  -0.0104  -0.0078
O  -0.0091  0.0156  0.0072
O  0.0029  -0.0291  -0.027
O  0.0039  -0.0223  -0.004
O  0.0247  -0.0215  -0.0133
O  -0.0061  -0.0194  0.0062
O  0.0088  -0.0062  -0.0151
O  -0.0108  -0.0143  0.0078
O  -0.005  -0.0155  0.0122
O  -0.0126  0.0198  -0.0185
O  -0.0126  0.0115  -0.0216
O  -0.0016  0.006  -0.0193
O  0.037  0.0061  0.0308
O  -0.0159  -0.0051  -0.0022
O  -0.0135  0.0225  0.0002
O  -0.013  -0.0027  -0.01
O  -0.0133  -0.0003  0.0314
O  -0.0146  0.0161  -0.0208
O  -0.0304  0.0033  -0.0108
O  0.0355  0.0289  0.0663
O  -0.0158  -0.0072  -0.0351
O  0.0024  -0.0008  0.0241
O  0.027  0.0107  -0.0047
O  0.027  -0.0095  0.0047
O  0.021  -0.0076  -0.0167
O  0.0068  0.0056  0.0428
O  0.0041  0.0118  0.0319
O  -0.0031  0.0053  0.0012
O  -0.017  -0.0289  -0.0351
O  -0.0023  0.0247  0.0171
O  -0.0166  0.0153  -0.0163
O  -0.0122  0.002  -0.0583
O  0.0125  -0.0244  -0.0034
O  0.0159  0.0157  -0.0437
O  0.0024  -0.0173  0.0334
O  -0.0209  -0.0062  -0.0057
O  0.0003  -0.0044  0.0225
O  0.0138  0  -0.0372
O  -0.004  -0.0205  -0.0637
O  0.0132  0.0051  0.0139
O  -0.0121  -0.0112  -0.0339
O  -0.0178  0.005  0.0287
O  -0.0243  0.0178  -0.0008

The program warned: the cutoff lies below the one the program advises for these potential files; the forces do not sum to zero within the program's tolerance; the exchange-correlation potential is rough where the density is thin.
